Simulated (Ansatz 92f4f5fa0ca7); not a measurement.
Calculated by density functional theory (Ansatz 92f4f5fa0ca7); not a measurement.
Periodic cell of 226 atoms, Si134O92, from a study of silicon, its oxide and their interface. The atomic structure is a simulated model.
Doubt: the cutoff is far below the 930 eV that the study's wrapper takes by default for these files, so forces and energies are approximate.
This geometry differs little from another in the collection (a relaxation step or a small displacement).

Settings: functional PBE; potential files Ansatz PAW; basis plane waves; wave-function cutoff 580 eV; density cutoff ratio 5; exchange-correlation grid ratio 1; k mesh 1 x 1 x 1, Gamma-centred; self-consistency stop 5e-08 eV per atom in the density residual; occupations fixed; spin none; net charge 0.

Cell vectors (angstrom)
a  10.938  0  0
b  0  10.938  0
c  0  0  32.6492

Atoms and the computed forces on them: element, x, y, z (angstrom), force x, y, z (eV/angstrom)
Si  -0.2071  0.1427  25.159  0.0066  -0.0222  -0.0017
Si  5.2744  0.1733  25.1713  0.0062  -0.0148  0.0426
Si  3.0044  2.3899  25.2076  -0.0212  -0.0001  0.02
Si  8.5388  2.4516  25.232  -0.0505  0.0255  0.0779
Si  -0.2592  5.6017  25.2398  0.0144  -0.0016  0.0314
Si  5.2436  5.558  25.0487  0.0388  -0.0111  0.0548
Si  3.1049  7.9381  25.1218  -0.081  0.0233  0.0886
Si  8.4321  7.8422  25.2278  0.0186  0.0041  -0.0113
Si  1.3876  1.2711  26.5038  -0.002  0.0179  -0.0267
Si  6.8632  1.3388  26.4779  0.0122  0.0074  -0.0268
Si  4.1145  4.042  26.4739  -0.0182  0.0005  -0.0054
Si  9.6074  4.0371  26.6126  -0.0189  -0.0071  -0.0541
Si  1.4109  6.8198  26.4057  0.007  0.015  -0.0268
Si  6.8245  6.6979  26.4768  -0.0486  -0.0124  -0.0513
Si  4.1834  9.4993  26.5235  -0.0143  0.0052  -0.0484
Si  9.5685  9.5044  26.481  -0.0136  -0.0003  -0.0018
Si  2.7646  -0.0726  27.8682  -0.0013  -0.0307  0.0291
Si  8.2091  -0.0425  27.855  -0.0033  -0.006  0.0046
Si  0.0757  2.6855  27.8973  0.0242  0.0053  0.0236
Si  5.5117  2.7272  27.8569  0.0147  -0.0002  0.0171
Si  2.7376  5.4413  27.831  -0.0063  -0.0069  0.0008
Si  8.1988  5.4115  27.8945  0.015  -0.0135  0.0445
Si  0.0518  8.1856  27.8375  0.008  -0.0119  0.0095
Si  5.5409  8.1479  27.872  0.0257  0.0158  0.028
Si  4.1018  1.3673  29.231  0.0919  -0.0624  -0.2131
Si  9.5708  1.3673  29.231  0.0287  -0.2065  -0.0762
Si  1.3673  4.1018  29.231  0.2541  0.0417  0.1607
Si  6.8362  4.1018  29.231  -0.0879  -0.1768  0.4125
Si  4.1018  6.8362  29.231  -0.01  -0.1551  -0.1904
Si  9.5708  6.8362  29.231  0.1005  -0.0198  -0.2332
Si  1.3673  9.5708  29.231  0.0406  -0.1855  0.1582
Si  6.8362  9.5708  29.231  0.1723  -0.1591  0.1599
Si  0  0  30.5982  -0.0715  -0.0017  -0.0093
Si  5.469  0  30.5982  -0.042  -0.0148  -0.0175
Si  2.7345  2.7345  30.5982  -0.014  0.0854  -0.0032
Si  8.2035  2.7345  30.5982  -0.0655  0.032  -0.0157
Si  0  5.469  30.5982  -0.0437  -0.0068  -0.0271
Si  5.469  5.469  30.5982  -0.0575  -0.0438  -0.0045
Si  2.7345  8.2035  30.5982  -0.0525  0.0168  -0.0195
Si  8.2035  8.2035  30.5982  0.0071  0.1026  0.0012
Si  1.3673  1.3673  31.9655  0.0388  -0.0138  -0.028
Si  6.8362  1.3673  31.9655  0.0893  -0.0083  -0.0197
Si  4.1018  4.1018  31.9655  0.0612  -0.0054  -0.0047
Si  9.5708  4.1018  31.9655  0.0092  -0.0243  -0.0197
Si  1.3673  6.8362  31.9655  0.0379  -0.0304  -0.0213
Si  6.8362  6.8362  31.9655  0.0203  -0.042  -0.0311
Si  4.1018  9.5708  31.9655  -0.0168  -0.0283  -0.0162
Si  9.5708  9.5708  31.9655  0.0272  -0.0563  -0.0049
Si  2.7345  0  0.6835  -0.014  0.0222  -0.01
Si  8.2035  0  0.6835  -0.0464  0.0088  0.0056
Si  0  2.7345  0.6835  -0.0325  0.0248  0.0318
Si  5.469  2.7345  0.6835  -0.0448  0.0198  0.0434
Si  2.7345  5.469  0.6835  -0.0731  0.0231  0.0036
Si  8.2035  5.469  0.6835  -0.0141  0.02  -0.0011
Si  0  8.2035  0.6835  -0.0443  0.041  0.0395
Si  5.469  8.2035  0.6835  0.0072  0.0415  0.0328
Si  4.1018  1.3673  2.0507  -0.0674  -0.0957  -0.0131
Si  9.5708  1.3673  2.0507  -0.0074  0.0204  0.0111
Si  1.3673  4.1018  2.0507  0.0992  0.0455  0.044
Si  6.8362  4.1018  2.0507  0.1233  0.0667  0.0118
Si  4.1018  6.8362  2.0507  -0.012  -0.1134  0.0109
Si  9.5708  6.8362  2.0507  -0.0454  -0.0948  -0.0088
Si  1.3673  9.5708  2.0507  0.1406  0.0411  0.0014
Si  6.8362  9.5708  2.0507  0.1257  -0.0039  0.0077
Si  0  0  3.418  0.1637  0.2445  0.3442
Si  5.469  0  3.418  -0.2812  0.105  0.2121
Si  2.7345  2.7345  3.418  -0.1453  -0.2666  -0.1543
Si  8.2035  2.7345  3.418  0.1198  -0.0645  -0.1833
Si  0  5.469  3.418  -0.1012  0.2175  -0.0052
Si  5.469  5.469  3.418  -0.2401  0.0248  -0.1234
Si  2.7345  8.2035  3.418  -0.0309  0.4636  0.0634
Si  8.2035  8.2035  3.418  -0.0258  0.2046  -0.4289
Si  1.3648  1.4315  4.8666  0.0203  0.0026  -0.0013
Si  6.8159  1.4082  4.7718  -0.0054  0.0205  -0.0348
Si  4.0981  4.057  4.7562  0.0063  -0.0256  -0.0163
Si  9.5695  4.0992  4.7688  -0.0111  0.0266  -0.002
Si  1.3125  6.931  4.7702  -0.021  0.0373  -0.0104
Si  6.7482  6.949  4.7228  0.0106  0.0021  -0.0077
Si  4.0435  9.6338  4.8506  -0.0159  0.0061  -0.0024
Si  9.5505  9.5774  4.7662  -0.008  -0.0552  -0.0282
Si  2.7611  0.135  6.3344  -0.0117  -0.0105  0.035
Si  8.1751  0.014  6.0768  -0.0164  0.0229  0.0078
Si  0.0035  2.8378  6.2705  -0.0095  -0.0111  -0.0149
Si  5.4984  2.7758  6.201  0.0267  0.0385  0.0896
Si  2.7066  5.4881  5.9684  -0.002  -0.0091  0.002
Si  8.1297  5.548  5.9276  0.0172  -0.0054  0.0362
Si  -0.0243  8.3264  6.2306  0.0217  -0.007  0.0862
Si  5.4426  8.2834  6.2034  0.0012  0.0075  -0.012
Si  4.4809  1.2289  7.6858  -0.0078  0.0284  -0.0981
Si  9.6277  1.2577  7.414  -0.0321  0.0579  0.0039
Si  1.1205  4.6082  7.4765  -0.0033  0.0365  0.038
Si  6.6206  4.5187  7.3745  -0.0105  -0.0687  -0.0998
Si  4.2393  6.6054  7.3145  -0.0008  0.0254  0.0492
Si  9.5948  6.6656  7.3197  0.0096  0.0495  -0.1078
Si  1.0329  10.038  7.5842  0.0507  -0.0817  -0.1356
Si  6.6718  9.8322  7.522  -0.0206  -0.0042  0.0358
O  9.6094  1.2887  24.7097  0.0429  0.0135  -0.0013
O  4.1333  6.7267  24.6136  0.0596  0.0126  -0.014
O  4.13  1.2794  24.6887  -0.0025  -0.0069  0.0141
O  9.5733  6.7364  24.7364  -0.0153  0.0018  0.013
O  -0.2291  5.5233  7.697  -0.0005  0.0118  -0.013
O  5.549  0.007  8.0075  0.0197  -0.0113  -0.0124
O  -0.1198  0.2358  7.9024  -0.0085  -0.0366  -0.0053
O  5.4226  5.5651  7.8582  -0.004  -0.0219  -0.0096
O  7.4808  4.0801  8.7073  0.0111  -0.0073  0.0308
O  8.7081  7.0011  8.6722  -0.0142  0.0001  0.035
O  1.4742  9.5928  9.1155  -0.0009  -0.0089  0.0657
O  8.7366  1.7223  8.7212  -0.0083  0.0032  0.013
O  7.3617  9.2698  8.9158  0.0048  0.0003  -0.0079
O  4.1918  1.945  9.1635  0.0021  0.0111  0.0394
O  3.2735  7.1089  8.5692  -0.0079  -0.0044  -0.0087
O  1.8462  4.8231  8.9767  0.0081  -0.008  -0.0064
O  7.9822  3.2402  23.909  -0.0082  0.013  -0.0284
O  0.236  4.7195  23.9432  0.0109  -0.0181  -0.0151
O  2.3474  3.0493  23.8538  -0.0137  0.0096  -0.0097
O  5.8342  4.8024  23.6774  0.0129  -0.0134  -0.0181
O  5.9452  10.4662  23.8062  0.0129  -0.0181  -0.0216
O  2.6604  8.8613  23.8197  -0.0068  0.0187  -0.0331
O  0.4773  10.4256  23.8017  0.0117  -0.0112  -0.0031
O  7.6854  8.4335  23.8891  -0.0113  0.0011  0.0106
Si  -2.7111  6.2975  20.992  -0.0005  0.0017  -0.0137
Si  8.6801  5.7906  18.1731  0.0032  0.002  0.0032
Si  -0.3615  1.902  14.4858  -0.0065  0.0051  0.0015
Si  -5.4132  7.8853  20.7189  0.004  -0.0045  -0.016
Si  3.3556  7.2291  16.3388  -0.0015  -0.0045  0.0018
Si  15.3896  5.4511  11.4759  -0.0009  0.0017  0.0103
Si  1.4292  9.4277  22.9188  -0.0001  -0.0015  0.0027
Si  8.2085  -2.0742  17.686  -0.0014  0.0008  0.007
Si  -2.9719  2.8304  9.6319  -0.0098  0.0114  0.0002
Si  0.518  8.7745  10.1657  -0.0075  -0.0045  0.0047
Si  6.6598  9.2725  22.9593  -0.0015  0.011  -0.0029
Si  2.7007  9.9112  17.3628  -0.0047  0.0016  0.012
Si  11.3171  5.6943  13.4995  -0.0052  -0.002  0.0048
Si  -0.0924  7.7778  20.9908  0.0029  -0.0003  -0.0176
Si  7.4879  2.344  20.3943  0.0066  -0.0076  -0.0115
Si  8.4456  8.287  9.6411  0.0073  -0.0097  0.003
Si  0.7809  -2.1171  13.2305  -0.0028  0.0007  -0.007
Si  16.3427  9.2348  16.414  0.0033  0.0002  0.0016
Si  10.7215  2.3476  20.7351  0.0076  -0.0048  -0.0197
Si  3.0529  5.0076  14.21  0.0055  -0.0004  -0.0048
Si  6.2661  4.0999  18.1602  0.0005  -0.0021  -0.0003
Si  1.1317  -0.5284  20.1343  -0.0094  0.0029  -0.0044
Si  5.2084  3.5518  15.3511  0.0007  -0.0015  0.0031
Si  4.8981  12.2763  13.2728  0.0032  0.0021  -0.0013
Si  7.4376  5.0424  14.0646  0.0065  0.003  0.0007
Si  2.2561  6.3051  9.5891  0.0039  0.0017  0.0049
Si  9.3299  10.0775  14.9466  -0.0043  -0.0064  0.0037
Si  1.1507  3.746  23.0171  0.0008  0.0085  0.0015
Si  3.9554  -5.135  19.0913  -0.0109  0.0041  0.002
Si  6.528  -0.9976  13.7053  -0.0028  -0.0052  0.0002
Si  2.2166  11.0686  14.5628  0.0024  -0.0038  0.0064
Si  10.0054  4.5944  15.8345  -0.0027  0.0046  0.0038
Si  5.016  2.5549  10.4577  0.0022  0.0034  0.0021
Si  9.25  3.7117  12.2871  -0.0022  0.0021  0.0076
Si  -4.1286  7.3569  12.2056  -0.0022  -0.0033  0.0109
Si  7.1014  10.21  20.1888  -0.002  0.0013  -0.0075
Si  7.1119  4.1336  22.877  -0.0013  0.0075  0.0026
Si  12.2042  4.9711  20.3616  -0.0021  -0.0008  -0.0103
O  7.5377  6.5449  13.4351  0.0002  -0.0048  -0.0011
O  0.527  6.4305  20.3026  0.0017  -0.0039  0.0137
O  9.8778  4.9778  17.4079  0.0008  -0.0028  -0.0022
O  13.0821  10.9136  16.1952  -0.001  0.0017  -0.0038
O  5.7258  -4.4816  11.3986  0  -0.0009  -0.009
O  5.5939  3.2897  16.9089  -0.0017  -0.0004  0.0012
O  5.9164  -0.7625  15.2015  -0.0028  -0.0013  0.0014
O  7.2047  5.3354  17.6328  -0.0045  -0.0007  0.0004
O  9.097  2.2485  20.653  -0.008  0.0017  0.0121
O  -1.6651  7.5009  21.2871  -0.002  -0.0037  0.0151
O  7.7235  4.0016  12.8287  -0.0006  0.0002  -0.0021
O  4.4107  1.9973  11.8663  -0.0032  -0.0055  0.0062
O  -2.807  -1.0629  13.8734  0.0034  0.0003  0.0031
O  4.7985  4.1679  10.5409  -0.003  -0.001  -0.0028
O  11.1769  2.5842  22.2984  -0.0032  0.0003  0.009
O  10.525  9.2327  14.2516  -0.0022  0.0041  -0.0031
O  5.4969  8.2791  22.3178  0.001  -0.001  0.0063
O  -0.0998  5.7576  15.0615  -0.0026  -0.0044  0.0018
O  12.5867  4.6604  13.4607  0.0017  -0.0008  -0.0023
O  -0.2716  3.1148  15.594  -0.0011  -0.003  0.0004
O  1.9438  10.2251  21.5669  -0.0004  0.0015  0.0062
O  -4.1156  6.9285  20.4769  -0.0056  0.0006  0.0126
O  -6.5936  10.0271  17.38  0.0008  -0.0002  0.0004
O  0.1076  9.1141  20.0452  0.0011  0.0018  0.0084
O  2.1032  -0.5979  18.8175  0.0094  -0.0063  -0.0105
O  6.0421  8.6123  12.9036  -0.0023  0.0084  0.001
O  5.1297  4.6802  19.178  0.004  -0.0044  0.0033
O  9.8858  9.0303  9.7968  0.0063  -0.0028  -0.0029
O  4.2371  7.0577  20.1377  0.0018  -0.0043  0.0063
O  1.0796  1.2241  14.1417  -0.0004  0.001  -0.0039
O  7.5668  9.8692  21.729  0.0008  -0.0005  0.0027
O  5.6056  2.3262  14.3646  -0.002  0.0006  0.0009
O  8.03  5.3624  22.3043  0.0007  0.0025  0.0079
O  6.0263  4.8651  14.8322  -0.0044  -0.0024  -0.0013
O  4.172  5.1324  13.0388  -0.0071  -0.0045  0.0096
O  6.6575  -2.2828  17.2521  -0.0032  0.0001  -0.0028
O  11.7631  7.1993  13.096  -0.0027  0.0046  -0.0044
O  9.9414  2.4724  13.0918  0.0036  -0.007  0.0023
O  3.8981  6.3024  17.5519  -0.0017  0.0018  -0.0037
O  6.7292  3.1476  21.6191  -0.0039  -0.0055  0.005
O  2.0787  9.5799  13.8717  -0.003  0.0018  -0.0032
O  -0.7611  5.0631  12.4999  0.002  0.0011  -0.006
O  0.6014  8.1027  22.433  -0.0082  -0.0042  0.0057
O  9.0733  3.3404  10.7191  0.0057  0.0025  0.0041
O  6.6171  2.1982  10.3165  -0.0024  -0.0029  -0.003
O  5.7374  9.3143  19.9282  0.0008  0.0037  0.0077
O  0.9331  7.1982  9.9579  -0.0016  -0.0004  -0.0056
O  3.598  3.8407  15.217  0.0005  0.0008  -0.001
O  -2.4154  4.6599  15.1973  -0.0015  0.0002  -0.0011
O  11.2886  3.6709  19.9206  -0.0032  0.0038  0.0083
O  6.0371  0.2673  12.8274  0.0011  -0.0028  -0.0005
O  11.3264  0.934  20.1504  -0.0002  -0.0021  0.0135
O  3.0727  6.1316  10.9711  0.0031  -0.002  -0.005
O  2.546  5.0722  19.3842  0.008  0.0004  0.0021
O  -2.0689  7.4019  17.9811  -0.0023  -0.0002  -0.0012
O  2.7651  6.3375  15.1215  0.0004  0.0041  0.0048
O  4.6436  -2.9496  15.7028  -0.0005  -0.0007  -0.0007
O  0.6935  9.3356  11.6829  0.004  -0.0051  0.0215
O  1.818  4.6962  21.8741  -0.0041  0.0001  0.0048
O  9.6338  0.7304  15.1077  -0.0003  0.0005  0
O  -2.1395  5.4005  19.7557  -0.0007  -0.0014  0.0035
O  6.8261  11.8058  20.1861  -0.0037  0.0029  0.0089
O  7.2156  3.0758  18.9739  -0.0056  0.0054  -0.0016
O  9.034  9.5417  16.4574  0.0021  0.0036  -0.0073
O  3.628  0.6918  14.0305  -0.0069  -0.0038  0.0011
O  7.9201  7.8459  11.1158  -0.0004  0.0015  -0.0048
O  8.2067  9.8033  19.0385  0.0008  -0.0051  -0.0018
O  2.316  8.3515  16.9533  -0.0007  -0.0009  0

Results
free energy: -137511.461 eV
free energy less fixed offsets of O -568.88, Si -635.61 eV per atom: -2.761 eV

The program warned: the cutoff lies below the one the program advises for these potential files; the forces do not sum to zero within the program's tolerance; the exchange-correlation potential is rough where the density is thin.
